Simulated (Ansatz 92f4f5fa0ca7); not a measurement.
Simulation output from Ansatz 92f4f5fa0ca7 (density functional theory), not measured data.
Periodic cell of 181 atoms, Si99O82, from a study of silicon, its oxide and their interface. The atomic structure is a simulated model.

Settings
functional: PBE
potential files: Ansatz PAW
basis: plane waves
wave-function cutoff: 700 eV
density cutoff ratio: 5
exchange-correlation grid ratio: 2
k mesh: 2 x 2 x 1, shifted by 0.5 0.5 0.5 of a step
self-consistency stop: 5e-08 eV per atom in the density residual
occupations: Fermi-Dirac, 0.05 eV
spin: none
net charge: 0

Cell vectors (angstrom)
a	11.5983	0	0
b	0	11.5983	0
c	4.0578	0.6971	24.4383

Atoms and the computed forces on them: element, x, y, z (angstrom), force x, y, z (eV/angstrom)
Si	-1.2116	4.1185	-0.2618	-0.0369	-0.3291	-0.3051
Si	-1.3199	6.5562	0.147	0.0338	0.1828	-0.2774
Si	-0.8117	13.1995	-1.7684	0.286	0.0485	-0.0302
Si	0.8423	3.5332	0.7816	0.0823	0.3945	0.4307
Si	2.7741	5.7696	0.0235	-0.1584	-0.2266	-0.1756
Si	1.8835	11.8135	-1.6667	0.0333	-0.2667	-0.1579
Si	5.0792	1.6659	1.7071	0.1126	0.225	0.0941
Si	6.5885	6.1529	0.0658	-0.1543	0.341	-0.1857
Si	7.4149	11.519	-0.3409	-0.1277	0.0238	0.1826
Si	4.5166	0.2993	-0.1873	-0.4424	0.0568	-0.0346
Si	0.4057	6.6438	1.7557	0.2569	0.0435	0.0961
Si	0.3254	12.1491	0.6292	0.3021	-0.1457	-0.0736
Si	7.4834	1.6422	1.2568	0.1257	-0.0496	0.4137
Si	4.6373	5.8379	1.4328	0.1718	0.0283	0.0046
Si	5.0297	9.8126	1.8032	-0.3252	-0.1713	-0.3335
Si	8.3093	3.7882	0.8363	-0.1667	0.3924	0.062
Si	8.2593	7.562	1.0936	-0.326	-0.142	-0.0442
Si	7.4211	9.8299	1.4051	0.1661	0.0229	-0.2186
Si	0.637	4.4618	2.8983	-0.0431	-0.0439	-0.1356
Si	0.5166	8.3569	3.352	0.2185	-0.1467	-0.0108
Si	0.4538	10.7702	3.4281	-0.1934	0.1572	-0.0855
Si	4.5527	3.8168	2.7189	0.224	-0.2837	0.0308
Si	4.4592	7.7585	2.8703	-0.0007	-0.0502	0.2093
Si	4.6108	11.5454	3.2953	0.1091	0.1995	0.4614
Si	8.3648	4.5262	3.1549	-0.2526	-0.0018	0.3248
Si	8.3197	6.9682	3.3637	0.0728	-0.0383	0.0792
Si	8.2434	11.2468	3.2823	0.1112	0.3373	-0.2582
Si	-1.2167	3.7889	4.2226	0.1908	0.1468	-0.1356
Si	-1.3415	7.7178	4.6286	-0.3757	-0.0175	-0.0941
Si	-1.4811	11.2217	4.7654	0.0408	-0.0839	0.2416
Si	2.6054	3.9146	4.1061	-0.0078	0.0201	0.0342
Si	2.575	7.8024	4.3835	0.0934	-0.0019	-0.1156
Si	2.4948	11.5969	4.4247	-0.0321	-0.0743	-0.0206
Si	6.3118	3.8231	4.3211	-0.0182	-0.0084	-0.2965
Si	6.2842	7.6113	4.4599	0.0051	0.051	-0.1179
Si	6.4345	11.4638	4.7981	0.0294	0.0917	0.1776
Si	-1.3315	1.8299	5.7221	0.0372	0.2457	-0.1787
Si	-1.1426	5.6658	5.6572	0.2685	-0.1213	0.2918
Si	-1.4832	9.4095	6.324	0.2963	-0.0294	0.0283
Si	2.517	2.0755	5.6595	0.0171	0.0727	0.0093
Si	2.6275	5.7443	5.5751	0.0716	0.1249	0.2465
Si	2.5444	9.6801	5.8229	-0.2603	-0.1642	0.2155
Si	6.3906	1.9789	5.9091	-0.1391	0.1195	-0.2073
Si	6.2202	5.6634	5.771	0.1167	-0.3375	-0.057
Si	6.3746	9.431	6.0615	0.1213	-0.2129	-0.2294
Si	0.6105	1.9632	7.0806	0.1697	-0.0668	0.0542
Si	0.78	5.8509	7.0534	-0.0712	-0.161	-0.132
Si	0.6996	9.5581	7.4677	0.1375	0.0844	-0.0332
Si	4.3964	2.0492	7.258	-0.0199	0.1135	-0.06
Si	4.3263	5.6864	7.2197	0.0722	0.123	-0.2209
Si	4.3673	9.625	7.2693	-0.1991	0.136	0.3082
Si	8.386	2.6682	6.9674	0.0439	-0.172	0.2484
Si	8.4119	5.0029	6.5943	-0.787	0.8664	-0.6416
Si	8.1609	8.8749	7.5797	0.0306	-0.0716	-0.1736
Si	0.3931	3.9801	8.3675	-0.2384	0.3005	0.0075
Si	1.0119	6.557	11.0229	-0.0579	-0.1463	0.1511
Si	1.4158	11.6875	8.458	-0.2185	-0.0451	-0.1954
Si	4.3237	3.9344	8.848	-0.1641	-0.0299	-0.0725
Si	3.7306	7.646	8.3986	0.2979	-0.1351	0.0448
Si	3.8287	11.6451	8.449	0.3052	-0.1095	0.1844
Si	9.8949	4.9685	9.3346	0.8401	0.2454	-0.0484
Si	8.3115	6.5208	8.3108	0.0118	-0.7016	0.1365
Si	8.1764	10.0375	9.6155	-0.064	-0.135	-0.3427
Si	2.1003	3.8312	9.9685	0.0832	-0.1606	0.3387
Si	1.3386	7.5463	8.6795	-0.1974	-0.0249	-0.0613
Si	0.8615	12.6687	10.5367	0.4802	0.0222	-0.0946
Si	6.5395	4.5629	9.837	-0.3228	0.2373	-0.1017
Si	4.9629	7.8997	11.3247	-0.0563	0.0494	0.0031
Si	5.3802	10.881	11.0676	-0.0279	0.1159	0.0086
Si	8.3165	3.1921	9.2707	-0.044	-0.1545	-0.0774
Si	10.2231	6.0849	11.3701	0.2968	-0.6268	0.0538
Si	9.5274	12.4969	10.5712	-0.0609	-0.1554	0.3689
Si	2.4179	8.8781	22.1695	0.1474	-0.1606	0.0085
Si	1.9409	4.7295	14.9975	0.118	-0.0177	-0.0303
Si	7.7195	6.4057	18.7692	-0.0244	0.1088	-0.0311
Si	5.3547	7.5129	17.4185	-0.1058	0.2278	0.0967
Si	3.1912	3.585	17.2152	0.0371	-0.0716	-0.0047
Si	11.9293	4.348	17.4129	-0.0323	0.0177	-0.0126
Si	12.8368	0.1686	22.2303	0.2036	0.0334	-0.1436
Si	2.8354	7.2661	13.2503	-0.0132	0.1783	0.0675
Si	7.121	7.6479	13.168	-0.2094	0.0854	0.297
Si	11.0812	8.0149	21.6949	-0.0552	0.0361	0.0224
Si	5.8429	4.6183	17.2662	0.0262	0.0081	0.0311
Si	4.7872	9.0849	14.8405	0.0305	0.0747	0.082
Si	16.0891	8.4095	20.0235	0.237	0.009	-0.1895
Si	7.2331	2.7083	15.0745	-0.0831	-0.1445	0.1161
Si	9.645	8.3213	11.8536	-0.1486	0.3703	0.2265
Si	6.9136	7.4981	21.4457	-0.1459	0.2742	-0.1483
Si	11.8234	0.0097	15.5078	0.0674	-0.0129	0.1502
Si	2.7077	1.8662	14.9061	0.0871	-0.1313	0.0107
Si	7.7098	4.8165	12.7804	0.0431	0.0512	0.1585
Si	9.1083	11.5766	18.9617	-0.1302	-0.0656	-0.0925
Si	11.3081	9.8242	17.92	-0.0524	0.1255	-0.0628
Si	5.2592	12.0954	13.9354	-0.0797	-0.0068	0.2649
Si	9.7924	2.1016	16.892	-0.0101	-0.1582	0.0253
Si	10.77	6.8923	18.7523	-0.1022	0.023	-0.2028
Si	11.359	10.8882	20.6482	-0.1345	0.0921	-0.34
Si	6.6739	10.3365	20.5163	-0.0758	-0.0071	0.0177
Si	11.009	10.9549	12.5642	0.0247	-0.0205	0.0903
O	1.6798	6.8057	0.667	-0.1882	0.0462	0.302
O	0.7821	12.9367	-2.1904	-0.3848	0.1719	0.0559
O	5.9011	0.1576	-1.0807	0.1245	-0.2403	0.2863
O	1.1758	1.9212	0.9323	0.0388	-0.1548	-0.1429
O	4.1268	-1.2107	0.4571	0.6493	0.0998	0.0456
O	1.2271	11.1512	-0.309	-0.1045	0.0577	0.0519
O	-0.996	12.5814	-0.2327	-0.2702	0.039	-0.1129
O	-0.0953	11.4085	1.9829	0.0545	-0.1687	0.2279
O	8.5162	1.1649	2.5382	-0.665	-0.3353	-0.3453
O	4.637	9.4978	11.5463	-0.0452	-0.0217	-0.0113
O	6.7588	10.5223	10.2644	0.078	0.0205	0.0784
O	4.5558	7.4811	9.8335	-0.0698	-0.0221	-0.022
O	9.6696	11.7684	12.0399	-0.0235	0.1006	-0.1413
O	9.1827	11.334	9.4657	0.1156	0.118	-0.0334
O	10.9396	13.269	10.2679	-0.2107	-0.0517	-0.0461
O	6.8498	7.6464	18.1072	0.0361	-0.1443	-0.0244
O	-1.1963	3.1959	-1.7201	-0.0183	0.0982	0.0635
O	7.414	9.0645	21.254	0.0288	-0.1275	0.0414
O	-0.7146	7.5014	-1.1097	-0.1502	-0.0861	0.0712
O	-1.8626	12.3511	-2.7023	-0.0116	-0.2171	0.1296
O	2.1024	4.2499	-0.0436	-0.0044	-0.0065	0.0158
O	3.1434	4.7809	16.0942	-0.0438	-0.0358	-0.0193
O	3.1012	6.2554	-1.4974	0.115	0.0069	0.0011
O	7.701	6.5285	20.3952	0.0323	-0.0358	0.0672
O	10.6004	3.398	17.475	0.0562	0.0375	0.0219
O	3.3369	0.8202	-1.2192	0.0459	-0.0804	-0.0492
O	13.7581	-1.1661	22.5918	0.0523	0.1518	-0.095
O	4.9664	8.7224	16.4159	-0.0139	-0.0766	-0.0505
O	1.8659	13.9723	10.8119	-0.1615	-0.0364	-0.177
O	15.8427	7.5966	18.6281	0.0307	-0.0136	0.0853
O	7.6375	11.117	19.4712	0.1382	-0.0227	-0.0556
O	10.1055	11.864	20.227	0.0764	-0.0385	0.078
O	5.7001	11.781	12.3931	0.0305	-0.0704	-0.1708
O	1.9159	5.1293	11.0135	-0.0232	0.1806	-0.2245
O	0.7293	11.6349	11.8303	-0.037	0.1106	-0.0075
O	3.3512	8.4534	14.2869	-0.037	-0.0774	-0.0916
O	6.9407	6.0633	9.1994	-0.0877	-0.0311	0.2436
O	6.3193	3.621	16.0763	-0.0092	0.0393	0.0086
O	4.1724	6.9325	12.3812	0.1282	-0.0986	-0.0769
O	8.599	8.3465	13.1443	0.1353	-0.025	-0.1782
O	11.7133	5.6319	18.375	0.0303	-0.0095	0.0305
O	6.7109	4.6366	11.4871	-0.0186	0.0234	-0.1291
O	10.8751	9.3684	12.1821	-0.0357	-0.0614	0.0208
O	8.3524	13.6085	10.477	0.0142	0.3801	-0.0904
O	9.2909	5.0757	12.3821	0.0889	0.1571	0.1645
O	7.5354	3.4924	13.6909	0.0495	0.0355	-0.1617
O	2.1799	5.9807	14.007	0.0104	-0.1039	0.0567
O	4.5671	3.8941	18.0532	-0.0418	-0.0149	-0.0648
O	8.9064	8.9119	10.5275	-0.0546	0.0347	0.0164
O	4.4224	11.7009	10.0367	-0.2507	0.0794	-0.338
O	13.3162	3.6119	17.9582	0.0015	-0.0095	0.0227
O	3.074	8.8045	20.6837	-0.1314	0.0698	0.2075
O	10.9194	1.1417	16.2286	0.0077	-0.0058	-0.0323
O	1.6481	0.6426	15.0479	-0.0246	0.022	-0.0168
O	8.9914	1.35	18.1011	0.041	0.0909	-0.0551
O	0.5356	4.8301	15.842	-0.0033	-0.0083	-0.0066
O	4.8554	10.7064	14.7066	0.0056	-0.0055	-0.1053
O	6.4587	1.2996	14.7212	0.0134	0.0553	-0.0642
O	6.5475	7.6774	11.6316	-0.004	-0.0114	-0.0641
O	11.3016	8.1995	17.9243	-0.0297	-0.0696	0.0563
O	7.214	6.1039	13.6785	0.0417	-0.078	-0.183
O	10.82	7.1221	20.361	0.0099	0.0378	0.142
O	12.1065	10.3887	19.2449	-0.0507	0.0091	0.1914
O	2.0886	10.7027	-2.8193	-0.0329	0.1087	0.2036
O	16.9145	7.4694	21.0784	0.0236	-0.0676	0.0525
O	1.6781	7.6323	12.1334	0.1162	-0.1144	-0.1129
O	10.6846	9.5719	21.3899	-0.0149	-0.0198	0.0935
O	5.3651	9.7673	19.7147	-0.0534	-0.0557	0.0673
O	6.1142	8.4787	14.1202	0.0829	-0.0684	-0.1495
O	6.1942	6.7316	-1.4637	0.0331	-0.1052	0.2402
O	9.2527	6.5348	18.2663	0.0742	-0.0071	0.0454
O	3.312	2.1608	16.4084	-0.018	0.0978	0.0895
O	5.3635	6.0717	16.6597	-0.0018	-0.126	0.0039
O	12.6564	7.9838	22.1071	0.0391	-0.0267	0.0041
O	2.0131	3.2352	14.2945	-0.0399	0.1037	0.0056
O	7.2051	4.6266	-0.1565	0.4302	-0.1922	0.3531
O	3.918	1.4281	13.9134	-0.0483	0.048	-0.0399
O	12.0242	10.3614	16.5535	-0.0285	0.0335	-0.0141
O	11.0839	-0.5386	14.1741	-0.0274	-0.0151	-0.1336
O	8.6758	2.4505	15.774	0.0114	0.0784	-0.0355
O	9.7618	10.3866	18.0296	0.0307	-0.0266	0.0082
O	7.0675	4.9649	18.3069	-0.0452	-0.0188	0.0058

Results
free energy: -109578.763 eV
free energy less fixed offsets of O -569.03, Si -635.61 eV per atom: 7.087 eV
pressure: -1.04 GPa
stress xx, yy, zz, yz, xz, xy (GPa, positive in tension): 0.72, 2.05, 0.34, -0.09, -0.19, 0.53

The program warned: the cutoff lies below the one the program advises for these potential files.
